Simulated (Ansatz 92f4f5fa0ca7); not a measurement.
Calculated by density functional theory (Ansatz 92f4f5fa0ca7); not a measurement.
Periodic cell of 220 atoms, Si132O88, from a study of silicon, its oxide and their interface. The atomic structure is a simulated model.
Doubt: the cutoff is far below the 930 eV that the study's wrapper takes by default for these files, so forces and energies are approximate.

Settings: functional PBE; potential files Ansatz PAW; basis plane waves; wave-function cutoff 580 eV; density cutoff ratio 5; exchange-correlation grid ratio 1; k mesh 1 x 1 x 1, Gamma-centred; self-consistency stop 5e-08 eV per atom in the density residual; occupations fixed; spin none; net charge 0.

Cell vectors (angstrom)
a 10.938 0 0
b 0 10.938 0
c 0 0 32.804

Atoms and the computed forces on them: element, x, y, z (angstrom), force x, y, z (eV/angstrom)
Si -0.2339 0.3457 25.2863 -0.006 0.0032 -0.0148
Si 5.7707 -0.151 25.3283 -0.0144 0.017 0.0362
Si 2.5353 3.0872 25.3475 -0.0078 0.0128 -0.0281
Si 8.478 2.6016 25.2382 -0.0165 0.0187 0.0339
Si 0.2992 5.3115 25.327 -0.0062 0.0135 0.0374
Si 5.2018 5.7977 25.4305 -0.0188 0.0066 -0.0786
Si 3.0005 8.0407 25.355 -0.0133 0.0047 0.0416
Si 7.9885 8.5487 25.3555 -0.0034 0.0053 -0.0097
Si 1.3698 1.4549 26.6139 -0.0022 0.0007 0.0164
Si 6.9022 1.4458 26.6247 0.0123 -0.0097 -0.012
Si 4.0813 4.1921 26.7249 0.0023 -0.0038 0.0095
Si 9.6164 4.151 26.6115 0.0131 -0.0144 -0.0064
Si 1.405 6.8927 26.6731 0.0165 -0.0095 -0.0109
Si 6.8484 6.9295 26.6583 0.0045 0.0045 0.0176
Si 4.1533 9.6378 26.6386 0.0107 -0.0148 -0.0054
Si 9.5799 9.6859 26.6488 0.0006 0 0.0127
Si 2.7179 0.0304 27.98 0.0007 -0.0012 0.0066
Si 8.1917 0.0438 28.0431 -0.0076 0.0038 0.0024
Si -0.0118 2.7586 28.0275 -0.0059 0.0105 -0.0052
Si 5.4664 2.7528 27.9999 -0.0045 0.0029 0.0069
Si 2.7034 5.5075 28.0798 -0.0089 0.0132 0.0057
Si 8.1997 5.4872 27.9828 -0.0002 -0.0005 0.0086
Si -0.0214 8.2412 27.9953 0.0013 -0.0033 0.0054
Si 5.4577 8.2368 28.0461 -0.0152 0.0039 -0.0032
Si 4.1018 1.3673 29.3857 -0.0238 0.0213 -0.2151
Si 9.5708 1.3673 29.3857 0.0542 0.1503 0.2167
Si 1.3673 4.1018 29.3857 -0.1785 0.0156 0.3002
Si 6.8362 4.1018 29.3857 0.0531 0.0857 -0.1901
Si 4.1018 6.8362 29.3857 0.04 0.1938 0.323
Si 9.5708 6.8362 29.3857 -0.0271 0.0677 -0.2227
Si 1.3673 9.5708 29.3857 0.0092 0.1124 -0.2177
Si 6.8362 9.5708 29.3857 0.0154 0.181 0.1966
Si 0 0 30.753 0.0264 0.0421 -0.0243
Si 5.469 0 30.753 0.0642 -0.0524 -0.0007
Si 2.7345 2.7345 30.753 0.0102 0.0421 -0.0127
Si 8.2035 2.7345 30.753 0.0957 -0.0021 -0.0037
Si 0 5.469 30.753 0.055 -0.0479 0.0066
Si 5.469 5.469 30.753 0.015 0.0527 -0.021
Si 2.7345 8.2035 30.753 0.0849 -0.0009 -0.0106
Si 8.2035 8.2035 30.753 0.0101 0.0262 -0.0219
Si 1.3673 1.3673 32.1202 -0.0261 -0.0517 -0.0082
Si 6.8362 1.3673 32.1202 -0.0488 0.0272 -0.0218
Si 4.1018 4.1018 32.1202 0.008 -0.0013 -0.0113
Si 9.5708 4.1018 32.1202 -0.065 0.0451 -0.016
Si 1.3673 6.8362 32.1202 -0.0227 0.0594 -0.0332
Si 6.8362 6.8362 32.1202 0.0047 0.0011 -0.005
Si 4.1018 9.5708 32.1202 -0.072 0.0094 -0.0251
Si 9.5708 9.5708 32.1202 0.0179 -0.0088 -0.0128
Si 2.7345 0 0.6835 0.0639 -0.0441 0.0151
Si 8.2035 0 0.6835 0.0098 -0.0247 0.0235
Si 0 2.7345 0.6835 0.0155 0.0248 0.0041
Si 5.469 2.7345 0.6835 0.0198 -0.0156 0.0384
Si 2.7345 5.469 0.6835 -0.0232 0.0081 0.0132
Si 8.2035 5.469 0.6835 0.0681 -0.0243 0.0175
Si 0 8.2035 0.6835 0.0395 -0.0657 0.0283
Si 5.469 8.2035 0.6835 0.0119 0.046 -0.0007
Si 4.1018 1.3673 2.0507 -0.066 -0.0392 0.0208
Si 9.5708 1.3673 2.0507 0.0121 -0.048 0.009
Si 1.3673 4.1018 2.0507 -0.0392 -0.0299 0.0224
Si 6.8362 4.1018 2.0507 -0.0437 0.0426 0.0167
Si 4.1018 6.8362 2.0507 -0.0605 -0.0062 0.0387
Si 9.5708 6.8362 2.0507 -0.1045 0.0445 -0.0272
Si 1.3673 9.5708 2.0507 -0.0346 0.0918 -0.0154
Si 6.8362 9.5708 2.0507 -0.0828 -0.1351 -0.0034
Si 0 0 3.418 0.4363 0.258 -0.6188
Si 5.469 0 3.418 -0.0274 0.1308 0.0532
Si 2.7345 2.7345 3.418 0.0327 0.0611 0.0957
Si 8.2035 2.7345 3.418 -0.1279 0.0259 0.438
Si 0 5.469 3.418 -0.0695 -0.3179 0.1494
Si 5.469 5.469 3.418 -0.0126 -0.3971 0.3258
Si 2.7345 8.2035 3.418 0.1349 -0.1422 0.1548
Si 8.2035 8.2035 3.418 -0.3162 -0.5377 -0.9242
Si 1.3581 1.373 4.7831 0.0098 0.0141 -0.0057
Si 6.7955 1.3704 4.8351 0.0052 0.0183 0.0029
Si 4.1221 4.0181 4.8672 0.0092 0.0039 0.0058
Si 9.5765 4.0695 4.8532 0.0072 0.0005 -0.0175
Si 1.4078 6.7624 4.7779 0.0052 0.0005 0.0137
Si 6.8981 6.777 4.7714 0.009 0.0112 -0.001
Si 4.1281 9.5602 4.7916 0.0089 0.0003 0.0011
Si 9.5722 9.5446 4.6092 -0.0084 -0.0121 -0.0004
Si 2.6864 -0.0533 6.1271 -0.0131 -0.0271 -0.0712
Si 8.2312 -0.108 5.959 -0.003 -0.0013 -0.0023
Si -0.0369 2.6454 6.2458 0.0055 0.0058 0.0111
Si 5.3732 2.5422 6.4123 -0.0058 -0.012 -0.0678
Si 2.7075 5.3685 6.2398 0.0128 0.0202 -0.0037
Si 8.1428 5.3489 6.258 -0.0093 0.0038 -0.0091
Si -0.1385 8.1021 5.9068 0.0064 -0.0053 -0.0116
Si 5.5516 8.1777 6.0874 -0.0063 -0.0003 -0.0021
Si 3.6876 1.2854 7.8033 0.0676 0.01 0.3096
Si 9.7182 0.9225 7.4136 0.0313 -0.0244 -0.0154
Si 1.5828 3.7069 7.598 0.0902 -0.0591 -0.0466
Si 6.4805 4.2527 7.6371 -0.0449 0.0183 -0.0228
Si 4.3846 6.6224 7.3502 -0.0406 0.019 0.0499
Si 9.3788 6.9946 7.4075 -0.0302 0.0164 -0.1217
Si 0.9735 9.6854 7.1416 0.0434 -0.0396 0.0067
Si 7.2126 9.2794 7.3771 -0.0306 0.0298 -0.0471
O 1.4058 4.184 24.8119 0.018 -0.0186 -0.0089
O 6.854 9.6368 24.8146 0.0148 -0.0162 -0.0104
O 2.6825 2.569 8.1335 -0.0666 0.0272 -0.0342
O 8.2825 8.1325 7.93 0.0176 -0.0115 0.0716
O 5.4008 5.4629 7.9237 0.0376 -0.0158 0.0078
O -0.0236 -0.1393 7.8553 -0.0562 0.051 -0.0046
O 4.0946 6.8976 24.8601 0.0321 -0.0306 -0.0003
O 9.5724 1.4457 24.7471 0.0172 -0.0194 -0.0081
O 1.5914 8.7269 8.279 -0.1059 0.0337 -0.1422
O 0.8662 4.278 8.9611 -0.1657 0.0905 0.2681
O 8.8085 1.186 8.7812 -0.0236 -0.0115 0.0553
O 6.8057 10.2181 8.6883 0.044 0.0044 0.0482
O 3.9356 0.4608 9.2803 0.0195 0.1424 -0.241
O 4.0046 7.5658 8.6446 0.0983 -0.0909 -0.1324
O 6.877 3.7978 9.1821 0.0294 0.003 0.0461
O 10.2949 6.4049 8.6194 0.0134 -0.0894 0.2665
O 3.2855 2.4821 24.0126 -0.0076 0.0089 0.0229
O 5.1649 0.5767 23.9809 0.0014 -0.0002 -0.0129
O 7.8575 3.3324 23.8788 -0.0076 0.0092 -0.019
O 10.6027 6.0199 23.982 -0.0025 0.004 -0.0161
O 8.7062 7.91 24.0207 -0.002 0.0039 0.0032
O 2.3499 8.7103 24 -0.0028 0.0028 -0.0156
O 5.8283 5.0634 24.113 -0.0002 0.0007 0.0371
O 0.4724 10.6282 23.9461 -0.0062 0.0051 0.0078
Si 3.6731 10.496 10.6457 -0.3227 -0.3136 0.0617
Si 0.9292 3.2545 12.6627 0.2953 -0.3332 0.0556
Si -2.4374 -1.872 11.7017 -0.6444 0.9716 0.7409
Si 4.4619 1.7776 23.1326 0.0037 0.0008 0.0039
Si -6.2053 -7.5527 17.2704 -0.0276 0.0092 -0.0401
Si 3.3556 -11.0556 15.8976 -0.0638 -0.0284 -0.1827
Si 1.1969 9.4311 23.1034 0.0059 -0.005 0.0052
Si 15.7505 8.4295 17.4488 -0.061 0.0353 -0.0344
Si -1.9096 3.1775 12.6156 -0.0974 -0.2449 -0.0544
Si -1.2998 4.2842 19.1485 -0.0268 -0.0295 0.0489
Si 2.43 0.5329 21.1244 0.0111 -0.0066 -0.0151
Si 5.007 12.9577 14.6752 -0.1492 -0.0457 -0.1008
Si 10.7207 18.1103 12.0155 4.091 2.7511 0.1787
Si 2.5385 0.892 13.1925 0.0085 -0.3721 -0.1756
Si 7.6923 11.2453 9.6222 -0.1156 0.1012 -0.1642
Si 0.2222 5.9661 17.1202 0.2152 0.0953 0.209
Si 5.4624 -2.2206 12.4467 -0.4485 -0.0134 0.0219
Si 2.5738 -2.9576 9.2986 -0.2165 0.1871 0.769
Si 3.8791 3.5079 12.2101 0.0495 -0.0107 0.0476
Si 7.9404 6.0637 20.9796 -0.0156 0.0026 0.0194
Si 7.2641 -2.4057 19.2316 -0.0379 0.0101 0.0024
Si 10.346 5.2729 14.2578 0.0845 -1.1005 0.4182
Si 2.3916 1.3821 18.2757 0.0244 -0.0241 -0.0593
Si 9.7404 -2.2087 17.3862 -0.0082 0.0565 0.016
Si 6.6025 2.9714 10.5533 -0.1689 -0.0026 -0.0279
Si -3.1225 1.3818 14.6031 -0.1072 -0.0029 0.0365
Si 0.1088 1.9728 20.1143 0.0168 -0.0149 -0.011
Si 8.9309 -0.0342 19.175 -0.0042 -0.0047 0.003
Si 6.5968 4.0558 23.1093 -0.0071 0.0155 0.0132
Si 9.8996 7.2297 23.1461 0.0075 -0.0005 0.0156
Si 7.7039 2.358 17.5681 -0.0515 -0.0155 0.0154
Si 11.4083 5.7276 9.6199 0.7973 0.5316 -1.0201
Si 6.3996 7.8011 14.9148 -0.1891 0.0048 -0.0098
Si 4.5229 -4.6829 13.7287 -0.2394 0.1441 -0.1549
Si 3.3615 6.0887 16.7196 0.0869 0.0475 -0.1098
Si 8.7822 -1.5028 14.6822 0.0324 0.1282 0.0535
O 5.8817 7.7709 16.4336 0.0434 -0.0007 -0.0109
O 5.7267 -2.0491 18.7215 0.0267 -0.0061 0.0163
O 7.8857 2.2662 15.9573 0.0282 0.0055 -0.0214
O -1.7461 -1.3658 13.1311 -0.1627 -0.171 -0.2394
O 6.9707 -2.4979 11.8933 0.4126 -0.0343 -0.1234
O 14.6014 7.3254 17.7497 -0.0033 -0.0081 0.0144
O 1.2061 1.6264 21.2697 -0.0081 0.0066 0.0047
O 3.8676 13.0628 13.3771 0.0908 0.0493 0.0656
O -2.0372 1.7816 13.4792 0.0487 0.0806 -0.0428
O -0.0287 5.6415 11.1328 -1.0933 1.1523 1.5592
O 6.1954 2.9601 17.8757 0.0441 -0.0085 0.0094
O 8.4863 5.26 19.6946 0.0159 -0.0039 -0.007
O -3.0793 -0.1785 15.013 0.0329 -0.0268 -0.0163
O -0.6524 5.3552 15.8931 -0.0624 0.1138 -0.407
O -0.0968 7.5356 17.4648 -0.0164 -0.049 -0.0319
O -0.4603 3.0169 11.8409 -0.0498 0.1279 -0.0241
O 7.1117 -3.6078 20.3397 0.0088 -0.0058 0.0035
O 10.8297 5.1135 18.4552 -0.0009 0.0192 -0.071
O 3.7747 1.0968 21.8295 -0.0036 -0.0014 -0.001
O -8.6164 3.4899 11.7564 -0.1565 0.0618 -0.0127
O 7.9317 0.8904 18.2501 0.0075 0.0061 -0.0017
O 10.3437 14.3579 20.3483 -0.0075 0.0173 -0.0055
O 3.6251 6.4123 15.1064 0.0256 -0.0449 0.1141
O 0.9297 2.0114 18.6693 -0.0224 0.0116 0.0208
O 1.7958 -5.2098 16.8117 -0.1537 -0.0171 0
O 6.6381 12.3153 10.2656 0.0772 -0.0484 0.0065
O 7.757 14.3326 11.6194 0.1093 0.0447 0.0609
O 9.4559 -2.9745 11.0946 1.2005 -1.9665 0.7024
O 12.1063 19.0743 12.0999 -3.7575 -2.6377 -0.3521
O 0.7632 4.3831 13.8176 -0.2121 0.2518 0.0263
O -0.5855 -4.1932 13.6674 -0.3205 0.6425 -2.0948
O 2.9124 9.1099 10.3952 0.312 0.1969 -0.2243
O 1.8692 6.5898 9.6834 -0.2685 -0.5242 -0.2219
O 5.0518 14.1725 11.1409 0.0772 0.0074 -0.045
O 4.6931 0.7763 15.6347 0.0563 0.0172 0.042
O 2.7885 0.3785 19.5194 -0.0072 0.0014 0.027
O 4.2182 4.7848 13.1026 0.0287 -0.0164 0.0104
O 9.2188 6.611 21.8167 -0.0069 -0.0061 -0.0147
O 5.6281 9.0091 14.0728 0.1204 -0.0142 0.0147
O -1.1056 0.8752 20.172 -0.0023 0.0029 0.0011
O 7.0617 4.998 21.8572 0.0049 0.002 0.008
O -2.9619 -2.8975 14.899 0.0936 -0.0524 -0.0308
O 1.9236 -0.8787 21.7765 0 0.0046 -0.0004
O -0.895 -0.906 18.3349 -0.0015 -0.0121 -0.0045
O 2.24 0.5866 16.8479 -0.0177 0.0342 0.0695
O 2.7384 -0.2194 14.3579 0.0392 0.0559 0.1194
O 5.5631 2.879 22.6255 0.002 0.0068 -0.0013
O 8.8909 -7.6212 18.0839 0.0194 0.0194 -0.0094
O 3.5766 2.487 18.001 -0.0055 0.0037 0.0159
O -1.0472 -1.5996 15.8638 -0.0264 -0.0385 0.0006
O 2.7323 0.4654 11.6614 0.0634 0.1361 0.0741
O 1.2481 1.8074 13.4303 -0.1499 0.2022 -0.0071
O -7.0027 -1.3746 16.6836 0.0415 -0.0328 0.0531
O 6.3779 12.7373 13.8871 0.1087 -0.0023 0.0061
O 4.8108 -7.6328 15.6077 0.014 0.0464 0.0582
O 0.0747 8.3274 22.6758 -0.0022 0.0021 0.0011
O 7.9255 -1.0786 19.9513 0.0054 -0.0002 -0.0003
O 4.4356 -3.5485 12.5086 0.2361 0.0013 0.0271
O -2.6665 -2.7624 17.9537 0.0163 -0.0085 -0.0124
O 4.9332 10.0271 11.607 0.1879 -0.0299 0.0706
O 9.0652 4.3972 13.6926 0.0893 0.2313 0.0254
O 8.415 -0.5042 10.8087 0.1272 -0.3361 0.113
O 4.3103 -5.9996 17.4054 -0.0045 -0.0083 0.0198
O 6.0813 -4.5937 14.2317 0.104 0.0053 0.0404

Results
free energy: -133958.811 eV
free energy less fixed offsets of O -568.88, Si -635.61 eV per atom: 3.149 eV

The program warned: the cutoff lies below the one the program advises for these potential files; the exchange-correlation potential is rough where the density is thin.
